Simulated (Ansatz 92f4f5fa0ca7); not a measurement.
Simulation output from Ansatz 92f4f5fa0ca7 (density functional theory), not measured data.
Periodic cell of 189 atoms, Si117O72, from a study of silicon, its oxide and their interface. The atomic structure is a simulated model.

Settings: functional PBE; potential files Ansatz PAW; basis plane waves; wave-function cutoff 700 eV; density cutoff ratio 5; exchange-correlation grid ratio 2; k mesh 2 x 2 x 1, shifted by 0.5 0.5 0.5 of a step; self-consistency stop 5e-08 eV per atom in the density residual; occupations Fermi-Dirac, 0.05 eV; spin none; net charge 0.

Cell vectors (angstrom)
a	11.5983	0	0
b	0	11.5983	0
c	4.8646	5.7073	25.476

Atoms: element, x, y, z (angstrom)
Si	1.5034	1.7651	0.5092
Si	1.4449	4.9376	0.2218
Si	1.1831	10.3108	-0.0664
Si	5.2798	0.9144	-0.15
Si	5.2659	5.9091	-0.3099
Si	5.2242	9.2384	0.0228
Si	9.5668	1.6688	-0.2951
Si	9.4512	5.6698	0.0548
Si	9.1254	8.9005	0.278
Si	3.5765	1.5194	1.4853
Si	3.4924	5.4816	1.2679
Si	3.2001	9.3649	1.2167
Si	7.3586	1.4953	0.993
Si	7.2395	5.3595	1.0601
Si	7.1264	9.2981	1.4405
Si	11.0704	1.7752	1.5642
Si	11.2066	5.4359	1.5835
Si	11.1048	9.4905	1.4934
Si	3.5627	3.5556	2.6887
Si	3.3134	7.4033	2.6504
Si	3.3784	11.2015	2.768
Si	7.2536	3.4242	2.4817
Si	7.2281	7.2506	2.639
Si	7.2787	11.3231	2.6627
Si	11.1207	3.5951	2.9509
Si	11.2129	7.452	2.784
Si	11.0508	11.3832	2.852
Si	1.579	3.546	4.0754
Si	1.5015	7.3788	4.1619
Si	1.4444	11.3229	4.1402
Si	5.4586	3.5166	4.0371
Si	5.2975	7.3591	4.033
Si	5.3583	11.2778	4.0784
Si	9.0823	3.5383	4.068
Si	9.182	7.3668	4.0683
Si	9.1185	11.299	4.1692
Si	1.4989	1.6784	5.4873
Si	1.51	5.4122	5.49
Si	1.4718	9.3533	5.4349
Si	5.3528	1.641	5.4653
Si	5.3596	5.4165	5.4414
Si	5.3598	9.3136	5.3903
Si	9.1542	1.6684	5.508
Si	9.1691	5.4307	5.4741
Si	9.162	9.3106	5.4364
Si	3.426	1.6947	6.8523
Si	3.4419	5.3874	6.8435
Si	3.4224	9.3495	6.743
Si	7.2413	1.6737	6.8943
Si	7.2527	5.4249	6.869
Si	7.2495	9.3171	6.7999
Si	11.136	1.6986	6.8414
Si	11.1423	5.3959	6.8303
Si	11.1276	9.3227	6.7685
Si	3.4209	3.5477	8.3791
Si	3.4295	7.395	8.0524
Si	3.3939	11.296	8.0764
Si	7.2599	3.5597	8.3864
Si	7.2603	7.3894	8.1482
Si	7.2264	11.2745	8.1207
Si	11.1368	3.5537	8.3698
Si	11.1645	7.3713	8.1041
Si	11.1566	11.2881	8.0757
Si	1.4793	3.5534	9.8058
Si	1.5316	7.3683	9.4264
Si	1.4865	11.3004	9.4573
Si	5.3368	3.5686	9.8223
Si	5.3023	7.4269	9.4545
Si	5.2782	11.3219	9.4616
Si	9.2027	3.56	9.8131
Si	9.2278	7.3156	9.4515
Si	9.2083	11.3001	9.3844
Si	1.4623	1.4503	11.0701
Si	1.5383	5.6631	11.0552
Si	1.5457	9.3155	10.6876
Si	5.255	1.4577	11.0548
Si	5.3335	5.706	11.0285
Si	5.2693	9.3801	10.7134
Si	9.1932	1.4189	10.9722
Si	9.2477	5.6426	11.135
Si	9.2194	9.3213	10.5742
Si	3.3323	1.0127	12.4838
Si	3.4684	6.1266	12.4693
Si	3.3989	9.3585	12.1391
Si	7.2355	0.8653	12.2203
Si	7.2489	6.3927	12.279
Si	7.2896	9.4261	11.8504
Si	11.0987	0.8015	12.2794
Si	11.247	6.2096	12.4059
Si	11.1514	9.269	11.8533
Si	3.3156	11.5903	17.5895
Si	9.742	5.5139	16.8934
Si	7.5938	5.2967	15.1698
Si	7.6283	2.1318	15.0806
Si	0.4912	5.0087	15.2742
Si	8.0395	9.8183	17.8676
Si	3.1904	3.5987	14.5739
Si	5.1831	2.534	16.8705
Si	13.3917	6.6993	19.9693
Si	15.2356	4.6199	23.8432
Si	6.6494	9.3661	21.833
Si	5.3416	9.7009	17.6965
Si	10.9533	10.1567	16.8484
Si	6.7406	11.4711	19.7035
Si	14.116	8.5546	22.2682
Si	10.5133	0.9933	15.256
Si	13.4419	1.7118	20.2146
Si	6.8674	4.9833	17.8326
Si	14.6606	4.1952	21.0196
Si	11.5849	8.3919	21.2632
Si	13.4053	10.5662	20.3225
Si	16.441	11.3018	23.2565
Si	6.4376	7.6665	19.285
Si	12.1052	7.287	17.2219
Si	4.7804	1.7936	20.8429
Si	12.2814	12.6117	17.49
Si	9.4114	9.0335	23.2093
O	0.3189	9.9373	-1.4741
O	1.4284	3.2981	-0.2169
O	15.0273	12.9031	20.0612
O	1.182	5.8756	-1.1336
O	6.7437	9.8127	16.8362
O	6.2658	8.0754	20.8651
O	4.9915	4.7659	-1.5386
O	6.1768	12.9732	20.0631
O	7.9931	11.2905	18.6507
O	14.3801	10.0203	21.537
O	10.1349	5.3819	-1.4489
O	1.6788	3.8959	15.1543
O	11.8591	6.8865	20.6201
O	16.86	9.8942	22.5107
O	9.2059	7.2859	0.0675
O	7.9837	3.712	15.1988
O	12.6569	6.403	15.959
O	11.1364	10.7518	12.6366
O	4.2129	3.3833	15.8482
O	3.3713	10.9321	12.9196
O	3.4382	7.7987	12.9376
O	9.4621	9.6136	17.178
O	3.2415	2.2006	13.6746
O	7.3104	8.0151	12.7669
O	7.0062	5.6391	13.7246
O	5.1935	8.1857	18.3139
O	7.1964	1.8324	13.552
O	8.9232	1.2427	15.5012
O	11.1748	7.8642	12.8132
O	-0.1221	5.3332	13.7942
O	16.3897	12.6266	22.2848
O	9.2418	9.3854	-1.2976
O	4.3371	1.3197	17.6044
O	14.7748	8.1694	23.7157
O	10.0876	8.7908	21.7164
O	3.5759	4.9365	13.6624
O	1.4799	11.9381	-0.41
O	10.974	1.5113	13.7862
O	12.7185	1.9617	18.7563
O	10.8723	4.4888	16.269
O	7.796	8.4928	18.8239
O	4.0928	10.324	16.8648
O	11.9276	8.8535	16.7767
O	7.8095	8.9759	22.9021
O	13.4452	3.0677	21.1149
O	8.5492	4.8317	17.8389
O	13.2188	7.2049	18.4221
O	6.4988	5.6145	16.3558
O	10.8547	10.9879	15.4416
O	5.2771	7.6019	-0.6858
O	14.9082	5.8277	24.8823
O	7.2268	10.6818	21.0347
O	7.2902	10.8474	12.7671
O	14.3862	7.5343	20.9801
O	2.046	12.1194	16.7097
O	16.1277	3.4264	20.8486
O	14.1892	10.8141	18.8961
O	6.53	6.0422	19.0534
O	6.3858	1.7734	16.0691
O	11.4634	11.2551	17.9683
O	14.85	5.1085	22.3406
O	5.4751	10.6623	19.0415
O	9.8262	7.7406	24.1356
O	12.1791	9.4753	20.1623
O	10.6275	6.669	17.6719
O	8.9441	6.1458	15.5847
O	11.346	1.7975	16.4227
O	5.267	10.8635	-0.6623
O	5.9478	3.6014	17.9249
O	14.0992	5.215	19.8558
O	12.5061	8.4935	22.616
O	12.7363	11.9854	20.8502

Results
free energy: -115329.341 eV
free energy less fixed offsets of O -569.03, Si -635.61 eV per atom: 7.189 eV
pressure: -1.33 GPa
stress xx, yy, zz, yz, xz, xy (GPa, positive in tension): 0.28, 3.36, 0.36, 0.1, 0.06, -0.19

Forces (eV/angstrom), in the order of the atoms: element, x, y, z
Si	0.2517	0.1755	-0.4455
Si	0.1718	-0.2951	-0.1545
Si	-0.2028	-0.0156	0.0537
Si	-0.1539	-0.04	0.0302
Si	-0.1765	0.1061	0.2092
Si	0.1646	-0.0548	0.299
Si	0.1157	-0.1631	0.038
Si	0.1836	0.3868	-0.0365
Si	0.0694	-0.1996	0.0578
Si	0.1684	0.0235	-0.1641
Si	-0.1505	0.0452	-0.1359
Si	-0.1488	0.1657	-0.3224
Si	0.0404	-0.0931	-0.2403
Si	0.1018	0.1726	-0.2494
Si	0.182	-0.2134	-0.1708
Si	-0.1335	-0.0278	-0.0229
Si	0.0085	-0.1128	-0.1124
Si	-0.0846	0.0184	-0.0561
Si	0.0801	0.0004	0.026
Si	-0.0519	-0.0146	-0.0831
Si	-0.0503	-0.0106	0.1435
Si	-0.0167	0.1152	-0.2404
Si	0.1096	0.0149	0.095
Si	0.1304	-0.072	-0.1573
Si	-0.0418	0.0636	0.1856
Si	-0.0216	0.1512	0.0728
Si	-0.2614	0.0203	0.1345
Si	0.0145	-0.0164	-0.0847
Si	-0.0317	0.0099	-0.07
Si	0.0523	-0.0481	-0.0601
Si	-0.1853	0.0226	0.064
Si	0.0644	-0.0654	-0.1074
Si	-0.0784	0.0938	0.0016
Si	0.0948	-0.0406	0.036
Si	-0.0954	-0.0042	-0.1887
Si	0.0767	0.1174	0.0262
Si	0.0648	0.012	0.0961
Si	0.0376	0.029	0.0679
Si	-0.0514	-0.0183	0.0218
Si	-0.0234	-0.0093	-0.0795
Si	0.001	0.0073	-0.0566
Si	0.1084	-0.0571	-0.0787
Si	-0.1497	-0.0551	0.0363
Si	-0.0487	0.0511	0.0174
Si	0.0245	-0.0019	-0.0556
Si	-0.037	-0.0557	0.0331
Si	-0.0063	-0.0052	0.026
Si	-0.0668	0.0826	-0.0389
Si	0.0542	-0.0198	0.0354
Si	-0.0235	0.1479	0.0298
Si	-0.0028	-0.0225	-0.0209
Si	0.0439	-0.0361	-0.016
Si	0.0128	-0.0732	-0.0274
Si	0.0163	-0.0247	-0.0358
Si	-0.0166	0.0151	0.0123
Si	0.0516	-0.0745	0.0362
Si	0.0794	0.0756	0.0741
Si	-0.0306	-0.0358	-0.0263
Si	0.0351	-0.154	0.0365
Si	0.0225	0.0992	0.0417
Si	-0.0057	0.021	0.0463
Si	-0.0811	-0.0133	0.0531
Si	-0.0434	0.092	0.0412
Si	-0.0059	-0.0056	0.169
Si	0.0363	-0.109	-0.1697
Si	-0.0097	0.085	-0.1377
Si	0.0037	0.0287	0.1688
Si	-0.0391	-0.0604	-0.2485
Si	-0.0894	0.1176	-0.2448
Si	0.0235	0.0078	0.0916
Si	-0.0103	-0.1313	-0.3019
Si	0.0564	0.0518	-0.3683
Si	-0.0928	-0.0817	0.0138
Si	0.07	0.0171	0.1718
Si	0.0183	0.0364	0.117
Si	0.005	-0.0467	0.188
Si	-0.004	0.042	0.1871
Si	0.012	-0.0117	0.2514
Si	-0.036	-0.0149	0.1754
Si	-0.0229	0.1052	0.2278
Si	0.0448	0.0726	0.1977
Si	0.1371	-0.2344	-0.1919
Si	0.0272	0.162	-0.1422
Si	0.1035	0.022	0.2921
Si	0.0654	-0.2241	0.3669
Si	0.0348	0.1059	0.344
Si	-0.042	-0.0064	0.7038
Si	-0.1123	-0.2514	0.3523
Si	-0.0101	0.2934	0.2186
Si	-0.0557	-0.0584	0.5726
Si	0.0906	-0.0883	0.0655
Si	0.0126	0.1401	0.1525
Si	0.0885	0.167	0.2573
Si	0.0615	0.0129	0.2275
Si	-0.15	0.2169	0.4157
Si	0.0486	-0.0398	-0.124
Si	-0.0273	0.0067	-0.0068
Si	0.0837	-0.0511	0.1983
Si	-0.082	-0.0929	-0.2304
Si	-0.1338	-0.042	-0.246
Si	0.0478	0.0746	-0.482
Si	0.0105	0.0189	-0.0531
Si	0.0005	-0.0935	0.0941
Si	-0.0395	0.0332	-0.0911
Si	-0.1491	-0.012	-0.4168
Si	0.0408	-0.1897	0.347
Si	-0.1431	0.0206	-0.1652
Si	0.0517	0.1046	0.0813
Si	-0.1968	0.0156	-0.352
Si	0.0995	-0.0397	-0.2803
Si	-0.2058	-0.0209	-0.0633
Si	-0.1382	0.1479	-0.0539
Si	0.1245	-0.0744	-0.1726
Si	-0.1223	0.0749	0.1481
Si	-0.0605	-0.0556	-0.3312
Si	-0.0268	-0.0982	0.1303
Si	0.138	-0.0074	-0.0107
O	-0.0258	0.1003	0.0305
O	0.0969	0.0863	0.2385
O	0.1008	0.0065	0.0525
O	0.0212	-0.1603	0.0983
O	-0.017	0.0031	0.1519
O	0.0035	0.1508	0.2461
O	0.054	0.0192	-0.1144
O	-0.036	-0.0058	0.1083
O	-0.1241	-0.095	0.0719
O	0.0144	-0.1311	0.112
O	-0.0974	-0.0702	0.1491
O	0.1273	-0.1122	-0.0891
O	0.0509	0.0675	0.1081
O	-0.0806	0.0032	0.1641
O	-0.0183	0.1438	0.0834
O	0.0389	-0.0542	-0.0828
O	0.0212	-0.1586	-0.2266
O	0.005	0.2983	-0.2222
O	-0.1161	0.0593	-0.2386
O	-0.0491	0.0629	-0.261
O	-0.053	-0.0794	-0.3318
O	0.0294	0.0499	-0.0337
O	0.0534	-0.1493	0.0508
O	-0.018	-0.361	-0.5327
O	-0.0389	0.073	-0.255
O	0.0553	0.0429	0.0274
O	-0.0484	-0.159	-0.1815
O	-0.065	0.0236	-0.0868
O	-0.0251	-0.2399	-0.4763
O	-0.113	0.1724	-0.2656
O	0.0152	-0.1533	0.2245
O	0.0618	0.076	0.0694
O	0.0322	0.092	-0.1119
O	-0.0814	-0.1279	0.5446
O	-0.1803	0.0672	0.2655
O	-0.0137	0.1707	0.057
O	-0.0867	-0.3514	0.304
O	0.0987	-0.0574	-0.377
O	-0.0237	-0.0047	-0.0192
O	0.1178	-0.0115	-0.16
O	-0.0379	-0.0062	0.024
O	-0.0007	0.0749	-0.0074
O	-0.0051	0.021	-0.0462
O	0.0358	-0.0176	0.1928
O	0.1511	0.0289	0.0617
O	0.0062	-0.0272	-0.0034
O	0.003	-0.024	0.0242
O	0.0078	-0.0384	-0.1108
O	0.0063	0.1099	-0.105
O	-0.0456	0.0876	0.1337
O	0.0408	-0.06	-0.1908
O	-0.0068	-0.1471	0.2337
O	0.0214	0.3694	-0.5998
O	0.0975	0.1649	0.2722
O	0.03	0.0203	-0.0081
O	-0.0867	-0.0109	0.1156
O	0.0668	0.0786	0.0482
O	-0.0051	-0.0044	-0.0488
O	0.0017	-0.012	-0.1207
O	0.0103	0.0502	-0.064
O	0.2169	-0.0334	0.2674
O	-0.0003	0.0274	-0.0196
O	0.0731	-0.0933	-0.1082
O	0.0202	0.0079	0.115
O	-0.0292	-0.062	-0.0945
O	-0.0749	-0.1382	-0.016
O	-0.0392	-0.0303	-0.1342
O	-0.0136	0.1647	0.186
O	-0.0295	-0.0038	-0.1049
O	0.0428	-0.0221	0.2051
O	0.0461	0.015	0.0883
O	0.1185	-0.0091	0.0388

The program warned: the cutoff lies below the one the program advises for these potential files.
